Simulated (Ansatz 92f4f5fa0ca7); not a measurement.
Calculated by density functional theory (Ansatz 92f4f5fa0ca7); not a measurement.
Periodic cell of 258 atoms, Si144O114, from a study of silicon, its oxide and their interface. The atomic structure is a simulated model.
This geometry differs little from another in the collection (a relaxation step or a small displacement).

Settings: functional r2SCAN; potential files Ansatz PAW; basis plane waves; wave-function cutoff 800 eV; density cutoff ratio 5; exchange-correlation grid ratio 1; k mesh 1 x 1 x 1, shifted by 0.5 0.5 0 of a step; self-consistency stop 1e-10 eV per atom in the density residual; occupations fixed; spin none; net charge 0.

Cell vectors (angstrom)
a 10.88 0 0
b 0 10.88 0
c -3.1534 -4.6593 36.31

Atoms and the computed forces on them: element, x, y, z (angstrom), force x, y, z (eV/angstrom)
Si 7.31 0.8233 1.4954 -0.0191 0.0137 -0.0637
Si 10.0356 3.6425 1.5805 0.0084 -0.0115 0.0105
Si 6.3198 7.3231 1.5929 -0.0101 -0.0022 0.0218
Si 9.0109 -0.88 1.5154 0.0136 -0.02 -0.0679
Si 3.589 -0.5993 -1.0248 0.0028 0.0174 -0.053
Si 3.8788 4.3674 1.5182 0.0111 -0.0023 -0.0463
Si 12.5435 6.5258 1.4723 -0.0113 0.0075 -0.055
Si 4.6079 -1.9081 1.5552 -0.0039 0.0089 -0.069
Si 8.2436 2.6331 2.7322 -0.0025 -0.0037 0.0027
Si 10.9659 5.3999 2.7999 0.0054 -0.001 0.0109
Si 8.1179 -2.6452 2.7849 -0.0015 0.01 0.0061
Si 10.8392 0.108 2.6509 -0.0055 0.0058 0.0054
Si 2.6606 2.7631 2.7074 -0.0048 0.0063 0.0062
Si 5.4246 5.5314 2.8281 -0.0115 0.0082 0.0095
Si 13.6742 8.1178 2.7722 0.004 -0.0021 0.0129
Si 5.5132 -0.0668 2.7294 0.004 -0.0016 0.0104
Si 6.841 4.0682 4.0126 0.0018 -0.0042 -0.0051
Si 9.5216 6.7963 4.0333 0.003 -0.0006 -0.0057
Si 6.8022 -1.3518 4.235 0.0032 0.0032 -0.0079
Si 9.5357 1.3337 4.1919 0.0027 -0.0062 -0.0035
Si 12.2854 4.0818 4.2105 -0.0023 -0.002 -0.0046
Si 14.9461 6.8023 4.2471 0.0009 0.0014 -0.0044
Si 12.2485 9.5661 3.9738 -0.003 -0.0021 -0.0052
Si 4.0736 1.3455 3.9853 0.0032 0.002 -0.0029
Si 5.4466 2.7165 5.3706 -0.0021 -0.0045 -0.0026
Si 8.173 5.4254 5.411 -0.001 -0.0017 -0.0026
Si 5.4379 8.1636 5.5527 0.0002 -0.0014 0.0014
Si 8.1754 0.0034 5.5372 -0.0013 0.005 -0.0014
Si 10.9054 2.7054 5.512 -0.0014 -0.0005 0.0018
Si 13.6129 5.4351 5.5618 -0.0056 0.001 0.0004
Si 10.8924 8.183 5.3694 0.0027 -0.0005 -0.0008
Si 13.6157 0.0021 5.3941 0.0005 -0.0025 -0.0011
Si 6.7926 1.388 6.8076 -0.0015 0.0015 -0.0036
Si 9.5117 4.0745 6.8052 0.0011 -0.0014 -0.0043
Si 6.8245 6.7709 6.82 -0.0019 -0.0002 -0.0028
Si 9.5584 9.5061 6.8047 0.0005 -0.0024 -0.0037
Si 12.2959 1.3454 6.8212 0.0017 -0.0045 -0.0039
Si 4.1283 4.0574 6.8129 0.0037 0.0003 -0.0031
Si 12.2146 6.829 6.8073 0.0002 0.0016 -0.0037
Si 14.949 -1.3256 6.8365 -0.0014 0.0017 -0.0024
Si 8.1583 2.7241 8.1808 -0.0025 -0.0061 -0.0052
Si 10.8675 5.4283 8.1456 0.0014 -0.0004 -0.0035
Si 8.1808 8.1574 8.1412 0.0028 -0.002 -0.0027
Si 10.9109 -0.0043 8.1583 0.0014 -0.0038 -0.0062
Si 2.7782 2.7164 8.1802 0.001 -0.0001 -0.0037
Si 5.4567 5.4216 8.1813 -0.0006 -0.0027 -0.0048
Si 13.5697 -2.6918 8.1685 -0.0006 -0.0004 -0.0054
Si 5.465 0.0222 8.1822 0.0018 0.0021 -0.0043
Si 6.8109 4.0744 9.5451 -0.001 -0.002 -0.0001
Si 9.5245 6.8038 9.4698 0.0028 0.0002 -0.0022
Si 6.8398 9.5197 9.5225 -0.0056 -0.0022 -0.0023
Si 9.5424 1.3411 9.519 0.0024 0.0016 0.0028
Si 12.2274 4.0476 9.502 0.0017 0.0002 -0.0034
Si 4.0509 6.7998 9.4915 0.0017 0.0015 -0.0004
Si 12.236 -1.3364 9.5522 0.0009 0.0017 -0.0007
Si 4.1537 1.3925 9.5532 -0.0024 -0.0041 -0.0018
Si 5.5331 2.7041 10.967 -0.0028 -0.0006 -0.0022
Si 8.1715 5.4752 10.8164 -0.0026 0.003 -0.0004
Si 5.4147 8.1728 10.8311 -0.0034 -0.0029 -0.0058
Si 8.2636 -0.0591 10.9133 -0.0011 0.0056 0
Si 10.907 2.6607 10.9134 0.0014 -0.0047 -0.0051
Si 13.5435 5.4469 10.8374 0.0006 0.0006 -0.0069
Si 10.8513 8.137 10.8437 -0.0061 -0.0067 -0.0025
Si 13.6299 0.0576 10.8442 0.0054 0.005 -0.0034
Si 6.976 1.305 12.3023 -0.0048 -0.0099 -0.0029
Si 9.5635 4.1582 12.1325 -0.0049 -0.0031 -0.0023
Si 6.7742 6.8047 12.1496 0.001 -0.0017 -0.0024
Si 9.5841 -1.4493 12.3345 0.0102 -0.0007 0.003
Si 12.2661 1.2665 12.3323 -0.0023 -0.0011 0.0024
Si 4.0043 4.0737 12.1541 0.0001 -0.002 0.0034
Si 12.2168 6.8561 12.2215 0.0029 0.0089 0.004
Si 4.0628 9.5666 12.179 -0.0009 -0.0032 -0.0008
Si 8.3301 2.8296 13.575 0.0087 0.0039 0.0109
Si 10.8149 5.5249 13.5723 0.0017 0.0017 0.0027
Si 8.0362 8.1478 13.6124 -0.0045 -0.0062 0.0069
Si 11.4206 -0.6049 13.625 -0.0007 0.0045 0.013
Si 2.6818 2.7756 13.6152 0.001 -0.0091 -0.0049
Si 5.2826 5.5325 13.4203 0.0067 0.0024 0.0054
Si 13.3364 8.4655 13.5247 0.0027 -0.005 0.0125
Si 5.4492 0.0077 13.5576 -0.0015 -0.0034 0.0096
Si 6.4659 3.8686 14.5985 0.0141 0.021 -0.0222
Si 8.1236 -0.4388 17.3578 -0.0065 -0.001 -0.1195
Si 6.4197 -1.6125 14.9522 -0.0137 -0.0166 -0.0835
Si 10.203 2.6344 15.2013 -0.026 0.009 0.0092
Si 4.3148 1.6002 14.8398 0.0055 -0.0042 -0.0835
Si 4.1038 7.1344 14.8096 -0.0065 0.0244 -0.0719
Si 10.724 0.4151 15.6743 0.0267 -0.0056 -0.089
Si 1.2241 4.0943 14.9252 0.0138 0.0037 0.015
Si 7.0512 5.6907 23.4368 0.0033 0.0112 0.0439
Si 9.094 6.5515 14.9346 -0.0212 -0.0007 -0.0431
Si 5.6633 0.061 22.2736 0.005 0.007 0.0292
Si 13.2524 2.5419 24.2494 -0.005 0.0116 0.0573
Si 9.4962 3.8724 17.0395 0.0168 -0.0088 -0.0991
Si 13.164 -0.533 19.9681 0.0075 0.0094 -0.0537
Si 9.2999 4.7041 -5.6184 0.0131 0.0077 0.0657
Si 6.314 6.6753 26.0626 -0.0084 -0.0126 0.0826
Si 3.4036 2.0087 21.4305 0.0047 0.0236 -0.013
Si 13.3942 2.5806 -7.7512 -0.0151 0.0152 0.099
Si 5.9669 3.8926 -0.6857 0.0228 -0.0158 -0.0286
Si 3.7439 -2.6547 -8.0856 -0.016 -0.0243 0.1009
Si 12.055 1.0866 -0.7872 0.0073 -0.0037 -0.0641
Si 8.8618 4.4094 -0.262 -0.0155 0.0231 -0.062
Si 13.5543 5.2715 25.6705 -0.0072 0.0173 0.0833
Si 7.7923 2.4083 18.7525 0.0517 0.0147 -0.0578
Si 10.4541 2.3772 25.4358 0.0042 -0.0048 0.0633
Si 12.0946 4.7683 -9.5441 0.0056 0.0052 0.0858
Si 0.8458 1.9517 1.3897 -0.0088 0.0178 0.0142
Si 10.8251 6.6306 -7.293 -0.0138 -0.0143 0.0842
Si 3.3162 3.4595 18.6299 -0.0092 0.0276 -0.0883
Si 4.2449 -2.5233 21.1124 0.0025 -0.0058 0.0047
Si 6.9726 6.6134 -0.5164 0.0399 -0.0139 -0.0674
Si 6.4823 6.5001 20.4435 -0.0068 -0.028 -0.0357
Si 5.988 1.1873 -1.3995 -0.0188 -0.0103 -0.04
Si 3.2273 -0.049 -9.0972 0.0025 0.0181 0.072
Si 7.673 4.9766 16.1458 0.0195 -0.0076 -0.0405
Si 7.0955 1.0517 -8.8536 0.0008 -0.0081 0.098
Si 2.8603 7.3715 23.5515 -0.0129 -0.0106 0.0441
Si 3.6065 4.1439 -5.2631 -0.0054 -0.0038 0.0658
Si 11.2316 -2.0315 23.9716 0.004 -0.0021 0.0607
Si 8.9781 7.066 25.1498 -0.0092 -0.0098 0.0615
Si 8.2153 1.1572 21.4581 0.0023 0.0161 -0.0271
Si 6.2535 4.2077 18.4793 0.0206 0.0203 -0.0659
Si 7.8959 2.8527 24.065 -0.0048 0.0151 0.0571
Si 13.2527 6.9681 -5.6068 -0.0006 0.0111 0.077
Si 11.7241 7.4325 -1.3952 -0.0043 0.004 -0.0519
Si 6.3386 7.5654 -3.1929 -0.0019 0.0099 -0.0006
Si 2.2522 5.5308 16.7184 -0.0016 -0.0121 -0.1055
Si 6.4295 0.5629 25.2789 0.0051 -0.0042 0.0819
Si 10.4274 -0.8607 21.2356 0.002 0.0055 -0.0033
Si 10.4463 4.9068 -2.7427 -0.0072 0.0179 -0.0158
Si 9.9267 -0.9401 -1.4543 0.0106 -0.0019 -0.0468
Si 10.6473 6.7099 17.4383 0.0002 -0.0298 -0.087
Si 8.4449 0.2199 -6.2954 0.0052 0.0045 0.0948
Si 10.9644 2.0378 -5.8987 0.0028 0.0153 0.0697
Si 12.554 2.7369 -3.3892 0.006 -0.0103 -0.0037
Si 13.575 -1.5832 25.7426 0.0051 -0.0057 0.0491
Si 3.587 0.4947 26.0843 -0.0077 0.0084 0.0575
Si 8.9449 -2.6975 19.4764 0.0036 -0.0013 -0.0729
Si 7.5266 -0.5967 -3.49 -0.0115 0.0056 0.0103
Si 13.4349 0.8526 17.2654 -0.0326 -0.0054 -0.129
Si 9.0823 -2.003 -8.221 -0.0015 -0.0124 0.0812
Si 3.2951 8.1383 -3.0123 0.002 0.016 -0.0118
Si 6.4995 7.1585 -7.9923 0.0132 0.0084 0.1161
Si 6.5142 5.4202 -5.325 0.0017 -0.0004 0.0681
O 8.3711 -1.505 18.5443 0.01 -0.0226 0.0462
O 6.7992 -0.4452 -9.4391 -0.0099 -0.0004 -0.0306
O 7.5927 0.9685 17.9891 -0.0134 0.0084 0.0384
O 3.5803 6.1908 16.0391 -0.0278 -0.033 0.0756
O 10.2096 3.4542 -6.0434 0.0048 -0.0061 -0.0196
O 6.5322 0.2978 -2.6047 0.0031 -0.0007 0.0019
O 5.4535 2.7201 15.243 0.0009 0.0008 0.033
O 5.1909 0.4959 26.3072 0.0014 -0.0052 -0.0328
O 11.7882 7.2216 0.2031 0.0137 -0.0146 0.0621
O 4.712 3.6408 0.3025 -0.0249 0.0042 0.0422
O 12.8528 3.4808 -8.9684 -0.0069 0.0103 -0.0376
O 12.0459 0.3992 16.6126 0.059 0.0093 0.0757
O 5.898 2.755 -1.8316 -0.0013 0.0141 0.0077
O 6.1009 5.036 19.8711 -0.0014 0.036 0.0434
O 6.7869 -1.9605 -3.9492 0.0041 0.0032 -0.0021
O 6.0785 5.9449 -8.9805 -0.0051 -0.0335 -0.0624
O 13.0166 -0.1895 -0.4528 0.0071 -0.0136 0.0076
O 5.3532 -2.5824 -8.0448 -0.0045 0.0183 -0.0342
O 2.7491 2.7862 22.6951 -0.006 0.0012 -0.0162
O 3.1534 -1.1599 -7.9223 0.0021 0.0114 -0.0335
O 9.9033 0.8927 -6.2352 -0.01 -0.0079 -0.0272
O 4.2414 -1.7055 -0.0476 0.0106 -0.0154 0.0853
O 4.8873 -1.2773 21.8922 -0.0019 0.0008 -0.0053
O 11.6912 5.7122 -8.2915 0.0064 -0.0196 -0.0544
O 3.3962 1.3863 -8.3827 0.0067 -0.0258 -0.0335
O 3.0304 5.9529 24.2649 0.0025 0.0165 -0.0319
O 12.1551 7.6688 23.3417 0.0009 0.0094 -0.0159
O 7.7196 4.3699 -5.5962 -0.0152 -0.0056 -0.0309
O 9.4758 4.0649 -1.7384 -0.0084 0.008 0.0412
O 3.0285 -1.9233 20.2654 0.0007 -0.0011 0.0064
O 3.4593 -2.3366 24.5068 0.0066 0.0011 -0.037
O 2.7701 5.4317 0.905 0.0028 0.0009 0.0291
O 13.2315 7.3447 -1.9711 -0.0059 -0.0076 0.0066
O 5.9735 6.1694 24.5559 0.0023 -0.0087 -0.041
O 12.1184 5.7879 26.1662 0.0145 0.0027 -0.0306
O 8.4771 6.0056 -0.2744 -0.0167 -0.0059 0.0012
O 12.1449 1.9253 -6.9762 0.028 0.0051 -0.0452
O 9.5144 -0.8811 -9.3117 0.0048 0.0212 -0.0424
O 10.9338 -0.9893 22.7703 0.0025 0.01 -0.0124
O 9.9256 0.8851 25.7478 0.0083 0.01 -0.0294
O 7.6289 -0.3072 25.9202 -0.0198 0.0012 -0.0417
O 4.4923 0.7245 -1.033 0.0029 -0.0166 0.0133
O 3.0903 3.1126 -4.1057 -0.0011 0.0111 -0.0198
O 9.6725 6.1346 26.2584 -0.0209 0.0062 -0.0403
O 4.8752 1.4273 21.8391 0.0024 -0.0076 -0.0028
O 6.9918 -1.0017 16.3482 0.0454 0.0322 0.1114
O 3.2776 7.257 -6.9004 0.0209 0.0283 -0.0686
O 9.4461 -2.0992 20.8913 -0.0003 0.0036 0.0129
O 3.3767 3.0874 20.2089 0.0074 -0.0173 0.0465
O 7.4209 3.6794 0.0161 0.0048 0.0014 0.0121
O 7.0772 0.0127 21.4928 -0.0014 -0.0014 0.0069
O 3.2515 7.6663 -9.5008 -0.0035 -0.0058 -0.0485
O 12.0411 -1.3722 25.2202 -0.0069 -0.0114 -0.0314
O 10.2252 7.4722 18.779 -0.0174 0.0218 0.0532
O 10.8051 6.3063 -2.0625 0.0002 -0.0026 0.0252
O 11.8142 4.1064 -2.9871 0.0039 0.003 -0.0087
O 9.2851 2.934 18.3557 -0.0584 -0.0264 0.0625
O 8.435 1.5183 -9.6242 0.009 -0.0031 -0.0326
O 10.4549 5.0969 17.5632 0.0055 0.0381 0.0501
O 7.7818 2.2438 20.359 0.0001 -0.0136 0.0485
O 8.3258 1.8257 22.9084 0.0019 -0.0134 -0.0123
O 7.6597 7.5562 25.9422 0.0135 -0.0064 -0.031
O 7.3939 0.9896 -7.271 -0.0082 -0.0005 -0.0556
O 6.9374 1.0021 -0.1045 0.0256 -0.0163 0.0882
O 7.0111 7.6984 -1.7182 -0.0075 -0.0222 0.0318
O 11.5883 -0.8307 20.1118 0.0015 -0.0003 0.0085
O 5.9392 2.1102 -9.2417 -0.011 0.0188 -0.0303
O 13.3227 2.3528 17.8424 0.0061 0.0109 0.0426
O 5.2643 -2.7206 15.3581 0.0057 0.0021 0.0309
O 6.488 6.5275 -6.5047 0.0036 0.0178 -0.0594
O 10.616 0.5249 -1.3064 0.0089 0.0083 0.0216
O 9.2105 -1.3387 -0.0609 -0.017 0.0102 0.0956
O 9.77 7.3415 16.2305 0.0305 0.0025 0.0723
O 3.6565 7.2963 22.1705 0.0075 0.001 -0.0232
O 6.6651 6.3329 22.0307 -0.0038 -0.0015 -0.0209
O 2.72 5.4846 -5.0832 0.0024 -0.0036 -0.0181
O 7.866 7.8421 -8.521 -0.0042 -0.0004 -0.032
O 10.4057 7.9766 -8.0514 -0.0107 0.0192 -0.0388
O 3.385 3.4728 -6.7212 -0.0115 -0.0207 -0.0525
O 5.9847 5.4404 -1.1443 -0.0083 0.0171 -0.0043
O 3.4613 -1.2097 -2.5174 0.0113 0.0115 0.0197
O 12.7572 1.8971 -2.0198 -0.0149 -0.0049 0.0371
O 3.7565 0.8279 16.1794 -0.0312 -0.026 0.0939
O 2.8143 -0.1445 18.4946 -0.0028 -0.0191 0.0632
O 7.829 7.0561 19.753 0.0009 0.0043 0.0068
O 8.8793 -0.903 -2.6709 0.0075 -0.0004 0.0064
O 4.8402 3.5107 18.0981 -0.0143 -0.0111 0.0302
O 9.7192 5.1924 -4.1427 -0.0016 -0.0111 -0.0271
O 5.9479 -0.0028 23.8558 -0.0145 -0.0065 -0.0296
O 9.6359 0.5302 21.0691 0.0041 -0.0089 -0.0003
O 13.4499 0.688 20.997 -0.0031 -0.0094 0.0078
O 13.5117 8.0901 -4.4798 0.0088 -0.0118 -0.0226
O 12.2118 6.8388 17.0619 -0.011 0.0164 0.0406
O 6.844 6.2476 -3.9699 -0.0077 -0.0098 -0.034
O 11.0775 -2.0232 -1.7761 -0.0083 0.0001 0.0289
O 9.5234 5.8588 -6.7276 0.019 0.0116 -0.0344
O 8.6642 -1.2838 -6.8308 0.0002 -0.0098 -0.0471
O 9.8636 -2.5956 24.6006 0.013 0.0173 -0.0285
O 9.2466 3.2833 24.8444 -0.0188 0.0048 -0.0277
O 11.658 2.3062 24.3631 0.0142 -0.0004 -0.0229
O 2.769 3.7038 25.3172 0.0008 -0.0013 -0.0261
O 11.6045 1.8996 -4.4125 -0.0047 0.0005 -0.0312
O 7.1111 4.0822 23.3914 0.0023 -0.0066 -0.0078
O 6.675 5.3904 17.4119 -0.0276 -0.0323 0.078
O 6.9061 2.1051 25.1081 0.0025 0.0048 -0.0238
O 11.701 7.0249 -5.9993 -0.0135 -0.001 -0.0339
O 4.7371 7.4403 -3.0864 0.0211 -0.0061 0.013
O 8.5261 6.1978 23.8685 -0.0116 -0.0076 -0.0232
O 9.4914 -0.2573 16.5017 -0.0549 -0.0158 0.0711
O 3.2229 1.2425 24.6866 -0.0085 0.0094 -0.0389
O 7.8377 0.2423 -4.818 0.0031 -0.0031 -0.0285
O 5.1616 4.5557 -5.1517 0.0047 0.004 -0.0159
O 5.3028 7.5794 20.1813 -0.0033 0.0039 0.0058
O 13.5096 4.8561 18.1617 0.0173 -0.0248 0.0675

Results
free energy: -157132.338 eV
free energy less fixed offsets of O -570.45, Si -639.56 eV per atom: -4.398 eV

The program warned: the cutoff lies below the one the program advises for these potential files; the forces do not sum to zero within the program's tolerance; empty levels may hold ghost states of the PAW files; the exchange-correlation potential is rough where the density is thin.
